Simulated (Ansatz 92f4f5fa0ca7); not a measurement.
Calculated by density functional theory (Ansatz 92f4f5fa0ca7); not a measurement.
Periodic cell of 252 atoms, Si144O100N8, from a study of silicon, its oxide and their interface. The atomic structure is a simulated model.
This geometry differs little from another in the collection (a relaxation step or a small displacement).

Settings
functional: r2SCAN
potential files: Ansatz PAW
basis: plane waves
wave-function cutoff: 800 eV
density cutoff ratio: 5
exchange-correlation grid ratio: 1
k mesh: 1 x 1 x 1, shifted by 0.5 0.5 0 of a step
self-consistency stop: 1e-10 eV per atom in the density residual
occupations: fixed
spin: none
net charge: 0

Cell vectors (angstrom)
a  10.888  0  0
b  0  10.888  0
c  0  0  35.9678

Atoms and the computed forces on them: element, x, y, z (angstrom), force x, y, z (eV/angstrom)
Si  1.4925  1.4198  1.407  -0.0012  -0.0001  -0.0077
Si  3.166  2.3246  -0.042  0.0119  -0.0058  0.0916
Si  -0.1468  5.8002  -0.1142  -0.0203  0.005  0.0956
Si  3.0517  8.0604  0.1691  0.0039  -0.0115  0.0731
Si  5.329  -0.031  0.074  -0.0028  0.0129  0.0672
Si  8.4325  2.4004  -0.0432  0.0137  -0.0075  0.0902
Si  5.2018  5.7548  0.1459  -0.0083  0.0081  0.0781
Si  8.5931  8.0464  0.2861  0.0031  -0.0109  0.0616
Si  -0.1466  0.2737  0.2297  -0.0062  0.0078  0.073
Si  4.1304  4.0329  1.3067  -0.0008  0.0004  -0.0038
Si  1.4047  6.8414  1.3345  0.0005  0.0001  -0.0054
Si  4.1589  9.5214  1.5777  -0.001  -0.0007  -0.0043
Si  6.899  1.2453  1.3158  0.0003  -0.0007  -0.0032
Si  9.5982  4.1027  1.1678  -0.0012  -0.0011  -0.0063
Si  6.8729  6.8577  1.3937  0  0.0007  -0.006
Si  9.6925  9.5697  1.6063  0.0004  -0.0013  -0.0019
Si  0.0712  2.8096  2.6688  -0.0013  -0.0016  -0.0004
Si  2.742  0.0106  2.8211  0.0015  -0.0003  0.0014
Si  0.1447  8.1623  2.8409  -0.0011  -0.0003  -0.0001
Si  2.7317  5.39  2.6762  -0.0007  0.0001  0.0005
Si  5.5307  2.6814  2.6588  -0.0013  -0.0015  -0.0004
Si  8.1949  -0.02  2.8213  0.0012  0.0011  0.001
Si  5.5521  8.1588  2.8467  -0.0014  -0.0016  0.0001
Si  8.2309  5.4091  2.6539  0.001  0.0021  -0.0006
Si  1.3759  4.1122  4.1108  -0.0007  0.0004  -0.0002
Si  4.1394  1.3934  4.088  0.0002  -0.0002  -0.0006
Si  1.4329  9.5322  4.195  -0.0002  -0.0008  -0.0008
Si  4.1168  6.7452  4.0611  0.0004  0.0002  -0.0001
Si  6.8603  4.0602  4.0348  0.0003  -0.0004  0
Si  9.5976  1.4012  4.0513  -0.001  -0.0004  0.0002
Si  6.8559  9.532  4.2041  0.0004  -0.0011  -0.0001
Si  9.5567  6.7951  4.0666  0.0001  -0.0011  -0.0001
Si  0.0165  0.0179  5.4711  -0.0003  -0.0003  -0.0007
Si  2.7518  2.7314  5.4566  -0.0003  0.0002  -0.0008
Si  0.0027  5.4628  5.453  0.0001  -0.0006  -0.0002
Si  2.7765  8.1138  5.4522  0.0003  -0.0003  -0.0002
Si  5.4494  0.015  5.4768  -0.0007  -0.0005  0.0004
Si  8.2084  2.7253  5.4114  -0.0004  -0.0012  -0.0004
Si  5.4754  5.3971  5.4308  -0.0001  0.0002  -0.001
Si  8.2143  8.1372  5.498  0.0002  0.0008  -0.0003
Si  1.385  1.3653  6.8262  -0.0004  -0.001  -0.0008
Si  4.0955  4.0873  6.8388  -0.0001  -0.001  -0.0005
Si  1.3639  6.8104  6.8093  -0.0001  -0.0009  -0.0009
Si  4.0854  9.4995  6.7884  -0.0013  -0.0004  -0.0005
Si  6.8337  1.3837  6.781  -0.0002  -0.0005  -0.0013
Si  9.5133  4.1042  6.7841  -0.0007  0.0002  -0.0009
Si  6.8006  6.7789  6.8187  -0.0002  -0.0003  -0.0005
Si  9.5535  9.5326  6.8467  -0.0005  -0.0014  -0.0007
Si  0.0007  2.775  8.1225  0.0005  0.0005  -0.0006
Si  2.7026  -0.0846  8.1586  -0.0001  -0.0016  -0.0004
Si  0.0144  8.1441  8.1999  -0.0007  -0.0003  -0.0003
Si  2.702  5.4665  8.1823  0.0001  -0.0005  -0.0001
Si  5.4618  2.6941  8.1679  -0.0001  0.0006  -0.0006
Si  8.1534  0.0233  8.1542  -0.0005  0.0004  -0.0006
Si  5.4105  8.1556  8.1508  -0.0005  0.0001  0.0002
Si  8.137  5.4068  8.187  0.0004  -0.0013  -0.0009
Si  1.3226  4.1156  9.5318  -0.0012  0.0003  -0.0009
Si  4.1042  1.2579  9.452  -0.0006  -0.0024  -0.0007
Si  1.3559  9.4745  9.6001  0.0022  0.0002  0.0002
Si  4.024  6.8516  9.5527  -0.0003  0.0003  0.0001
Si  6.7648  4.0627  9.5787  0.0001  0.0003  -0.0015
Si  9.5212  1.4346  9.455  0.0002  0.0001  -0.0002
Si  6.7456  9.5438  9.4665  -0.0011  -0.0014  -0.001
Si  9.5145  6.7651  9.5228  -0.0006  0  -0.0005
Si  -0.0626  0.0454  10.7829  -0.0003  0.0001  0.0004
Si  2.6983  2.617  10.6895  -0.0047  -0.0019  -0.0009
Si  -0.05  5.4428  10.9745  0.0018  0.0003  0.0022
Si  2.7089  8.1445  11.0661  -0.0042  0.0011  0.0003
Si  5.4165  -0.0448  10.927  -0.0012  0.001  -0.0017
Si  8.1824  2.7184  10.9182  -0.0006  -0.0003  -0.0012
Si  5.3216  5.4383  10.8751  0.0033  0.002  -0.0018
Si  8.0764  8.1535  10.7505  0  -0.0019  -0.0005
Si  1.3322  1.361  12.1279  0.0017  0.0004  0.0023
Si  4.0258  3.8809  12.0906  -0.0039  0.001  0.0158
Si  1.1952  6.8649  12.4002  0.0067  0.0007  -0.0066
Si  4.0582  9.5713  12.4231  0.0019  -0.0029  0.0036
Si  6.8313  1.3146  12.232  0.001  -0.0028  0.0023
Si  9.4701  4.0882  12.3595  -0.0002  0.0011  -0.0002
Si  6.7094  6.8445  12.1299  -0.0039  0.0023  0.0024
Si  10.7267  8.5021  13.2823  -0.0026  -0.0011  -0.0038
Si  0.0719  2.6865  13.6118  -0.0037  -0.0057  -0.0047
Si  2.6539  0.161  13.6948  0.001  0.001  -0.0065
Si  -1.5993  9.6756  12.0067  -0.0022  0.0026  0.0016
Si  1.3524  6.0972  14.6906  -0.0078  0.0104  0.0435
Si  5.4946  2.7273  13.4463  -0.0005  0.0002  -0.0055
Si  8.1086  -0.0304  13.6541  0.0052  -0.002  -0.0069
Si  5.471  8.123  13.6776  0.0002  0  -0.006
Si  8.0359  5.593  13.5619  0.0019  -0.0025  -0.0013
Si  1.9495  3.89  14.4695  0.0173  -0.0058  0.0368
Si  3.9775  1.7413  14.9221  0.0218  -0.0126  0.0739
Si  0.8191  10.0488  14.7873  0.011  -0.0209  0.0543
Si  4.3585  6.7558  15.2585  0.0049  -0.0008  0.0709
Si  6.3847  4.4276  14.7911  0.0023  -0.0067  0.0696
Si  9.9547  0.8981  14.7885  0.0018  -0.0029  0.0094
Si  7.045  9.2442  15.1241  -0.0104  0.0053  0.0667
Si  9.3905  7.2026  14.6197  0.0058  0.0053  0.04
Si  -15.0391  -7.7666  17.476  0.0018  0.0178  0.1301
Si  12.4936  6.9331  27.643  0.0276  -0.0003  0.2045
Si  -2.873  35.7145  22.4223  -0.0165  -0.028  0.1726
Si  37.2312  -10.5763  29.3875  0.0051  -0.0117  0.2107
Si  -5.657  13.672  21.5261  0.0037  0.024  0.2125
Si  5.347  -1.2509  22.7963  -0.0367  0.0115  0.2191
Si  12.1141  5.0704  21.2996  0.0076  -0.0252  0.2004
Si  -14.5884  0.7244  24.3639  -0.0115  -0.0283  0.2077
Si  -12.0675  10.0044  23.6548  0.0545  0.0069  0.179
Si  8.6552  10.1997  31.8433  -0.0166  -0.0297  0.1555
Si  -1.5687  27.3914  21.9542  0.0015  0.0138  0.1718
Si  -5.6941  11.1866  26.5267  -0.0377  0.0151  0.2301
Si  9.2231  22.6896  17.0032  0.0158  0.0039  0.1169
Si  21.0489  34.4964  32.1639  0.0113  0.0056  0.1811
Si  -0.4747  17.132  17.1672  -0.0143  -0.0335  0.1396
Si  8.9431  8.6495  17.2547  -0.0132  -0.0191  0.1392
Si  -4.6378  5.8983  33.375  0.0067  0.0088  0.1613
Si  -5.8693  -2.0814  17.3767  -0.0039  0.0103  0.1361
Si  -9.8198  0.9705  18.6784  0.0025  0.0265  0.1542
Si  -9.8475  1.0839  24.0296  -0.0036  -0.0143  0.1937
Si  5.7856  21.9082  20.2177  -0.0026  -0.0166  0.2226
Si  -30.8751  -11.8102  33.9864  0.0121  -0.0016  0.1774
Si  -19.0262  3.4855  23.3198  -0.0431  -0.019  0.2448
Si  -3.0391  3.3287  32.9881  -0.0104  0.0326  0.185
Si  -3.9695  -12.7781  34.0475  -0.0164  0.0037  0.1602
Si  -8.6925  3.8256  30.9846  0.0188  0.0082  0.2087
Si  -6.7651  13.0302  18.7637  -0.0167  0.0028  0.1656
Si  2.0596  20.0589  17.5939  0.0146  -0.0011  0.1337
Si  25.4404  6.2505  31.6842  0.0326  -0.0219  0.1686
Si  14.0956  -19.6562  27.6137  -0.0018  -0.0009  0.1886
Si  -2.1596  4.576  19.0113  0.0297  -0.0077  0.1836
Si  1.0368  -5.1003  32.8776  -0.0282  0.0015  0.1825
Si  -3.7638  23.1882  30.5876  0.0379  0.0074  0.1803
Si  4.0084  4.1788  16.6045  0.0082  0.0051  0.1319
Si  3.1876  -11.9906  24.7482  -0.023  0.0004  0.1901
Si  6.0051  0.5227  17.1719  -0.0154  0.0085  0.1235
Si  2.3481  4.4734  26.3547  -0.0385  0.0266  0.2337
Si  -0.577  2.5872  20.4427  -0.0108  0.0175  0.1801
Si  -29.9033  -2.2915  29.8423  -0.0191  -0.0244  0.2092
Si  9.5034  13.2251  29.1655  -0.034  -0.005  0.2278
Si  0.5529  -17.4089  28.5325  -0.006  -0.0296  0.1995
Si  -19.6486  6.0528  18.4642  -0.0206  -0.0113  0.1799
Si  2.2479  23.621  33.1141  0.0223  -0.0181  0.1879
Si  -3.0701  8.1304  22.2708  0.0293  0.0523  0.1768
Si  -21.2284  -1.9521  25.8899  0.0197  -0.0188  0.2052
Si  -14.831  8.6759  19.4608  0.01  0.0052  0.2083
Si  -10.601  8.4514  31.6364  -0.0165  0.0003  0.1782
Si  0.3253  11.887  26.8829  -0.0258  0.0358  0.2276
O  -5.1313  -0.9726  34.7427  0.0253  -0.0336  -0.0782
O  -12.8136  -12.4858  22.4061  -0.0465  -0.0433  -0.0908
O  7.2498  -6.9109  18.7563  -0.0327  -0.0257  -0.0849
O  4.292  1.1678  35.6053  -0.0075  0.0046  -0.0388
O  12.348  21.1679  18.6274  0.0063  -0.0275  -0.0609
O  9.5647  6.9094  35.5812  0.0058  -0.0043  -0.0382
O  -24.6444  10.9402  30.5736  -0.0257  0.035  -0.0817
O  11.7425  -17.6952  26.9469  0.0359  -0.0056  -0.1153
O  -6.7759  -3.9868  35.6927  0.0025  -0.0041  -0.0396
O  -11.5313  12.7161  30.5416  -0.0144  0.0173  -0.1514
O  1.2101  8.697  30.3323  0.0554  0.0047  -0.1134
O  11.5042  -0.4234  34.9617  0.0313  -0.026  -0.0886
O  6.5916  11.656  25.8732  0.0548  0.0073  -0.132
O  -22.39  7.8001  17.6378  -0.0013  0.003  -0.0549
O  -11.3902  -1.9696  24.662  -0.0558  0.022  -0.117
O  3.3086  3.7172  27.4197  -0.0029  0.0152  -0.0849
N  -4.6306  9.7816  16.6466  0.0233  -0.0118  -0.0972
N  3.0266  3.0922  15.6175  -0.0229  -0.0068  -0.0611
O  -7.6417  16.0758  17.6592  0.0306  -0.0281  -0.0832
O  5.4184  19.3929  18.9263  -0.0283  0.0004  -0.0979
O  24.6212  37.0354  13.143  0.0116  -0.0021  -0.0351
O  -4.4261  8.4853  23.0838  0.0231  -0.0164  -0.0721
O  -36.3898  -0.6208  19.7802  0.0039  -0.0095  -0.0834
N  10.6813  6.344  15.4844  0.0073  0.0111  -0.0812
O  -3.4741  -5.9954  32.8425  0.0096  -0.018  -0.0551
O  2.709  6.8682  15.2939  -0.014  -0.0087  -0.0346
O  23.8138  5.73  20.0562  0.0272  0.0349  -0.1427
O  -1.2009  30.8137  31.4148  0.0097  -0.0041  -0.0529
O  -8.8205  -2.1053  25.3244  0.0318  0.0217  -0.0807
O  -3.5883  -13.9161  20.7792  -0.0282  0.0072  -0.142
O  4.4021  20.869  25.8012  -0.0266  -0.0285  -0.1089
O  -13.8781  8.1021  18.3366  0.0408  0.0032  -0.1025
O  0.1466  17.7931  32.1073  -0.0039  0.0266  -0.0697
O  7.0862  24.1015  31.9524  -0.0174  -0.0549  -0.1174
O  12.4892  2.3369  23.1876  0.0194  0.0368  -0.0865
O  -4.291  -7.2376  21.8144  -0.0171  0.0005  -0.0658
N  8.4098  8.2401  15.67  -0.0044  -0.0091  -0.0834
N  5.118  0.7059  18.7379  0.0111  0.0092  -0.1338
O  3.5801  7.6076  30.8275  -0.0231  0.0559  -0.1005
O  0.8969  -4.9446  28.7451  0.0115  0.0207  -0.0876
O  20.0206  10.2344  17.4502  0.0041  0.0138  -0.0555
O  -8.1693  3.9753  24.8752  0.0241  -0.0373  -0.1963
O  10.9065  38.6629  21.8947  0.0084  -0.0098  -0.0628
O  -12.0842  14.1627  19.1072  -0.0236  0.0185  -0.0896
O  7.1752  -7.0188  16.1136  -0.0067  0.0281  -0.0911
O  3.5969  -12.2061  17.2692  0.003  -0.0026  -0.0435
O  -11.037  -9.5554  17.6243  -0.0567  -0.0071  -0.0937
N  4.9104  16.0237  15.448  0.0148  0.0097  -0.056
O  -6.6912  23.3367  26.4738  0.029  -0.0222  -0.0918
O  2.3361  15.6518  22.4314  -0.0367  0.04  -0.1198
O  2.4729  27.8431  26.5695  0.0159  -0.0265  -0.0854
O  -13.6014  -12.715  35.0524  -0.023  0.016  -0.0787
O  11.2728  18.5691  26.8892  -0.0256  0.0459  -0.1024
O  11.363  3.681  20.9857  -0.0232  -0.0239  -0.0729
O  11.2241  12.1831  20.1019  0.0307  -0.0297  -0.1016
O  -23.2585  22.2595  32.6766  -0.0033  0.0021  -0.0598
O  -33.5275  12.3544  27.8916  0.0569  -0.0476  -0.1344
O  -5.8356  20.829  21.2266  0.0166  0.0321  -0.1539
O  -13.8931  24.0486  29.4118  0.0244  0.0167  -0.0899
O  11.6364  5.4875  17.8593  -0.0161  0.0131  -0.0719
O  3.5714  20.891  29.8559  0.0214  0.0307  -0.0703
N  -3.4222  1.5068  17.3334  0.0231  -0.0087  -0.0605
O  -3.2123  -8.0468  34.5384  -0.0113  0.0195  -0.1323
O  5.7005  5.1362  34.6941  0.0239  0.0052  -0.107
O  -8.0585  -8.3559  31.7622  -0.0001  0.0377  -0.1053
O  1.2016  9.3321  16.228  -0.0304  0.024  -0.0994
O  0.6633  12.685  32.9284  -0.0322  0.0087  -0.0722
O  1.0487  -6.4466  31.9783  0.0215  -0.0317  -0.0893
O  3.3275  15.8462  30.7688  -0.0105  -0.0185  -0.0729
O  -5.9649  22.7857  16.037  -0.039  0.0181  -0.0858
O  4.2756  13.8251  20.2076  -0.0277  -0.0213  -0.1474
O  -2.3464  10.7499  24.4801  -0.0028  -0.0023  -0.0715
N  -5.9132  -7.7424  17.5996  0.008  0.0295  -0.091
O  -6.6762  13.835  22.808  0.0606  -0.013  -0.1114
O  -5.2677  0.8549  30.4758  -0.0553  -0.024  -0.0894
O  -12.1505  1.3168  35.5943  -0.0022  0.0013  -0.0464
O  -7.1708  23.4214  29.0608  -0.0207  0.0209  -0.1063
O  6.6248  7.4158  33.8239  -0.0103  -0.0229  -0.0568
O  2.5882  17.1913  32.9143  0.0233  -0.0003  -0.0774
O  1.0462  20.1289  32.7937  -0.0337  -0.0369  -0.1197
O  -11.841  14.7751  28.8814  0.0186  0.0175  -0.071
O  1.5141  -7.373  29.5567  -0.0362  0.0082  -0.1428
O  2.5031  1.8268  18.529  0.0018  -0.0031  -0.0535
O  -4.9146  1.3697  21.234  -0.0059  -0.0252  -0.0976
O  -10.6588  12.4586  25.3626  0.0188  -0.0014  -0.1491
O  -32.3317  10.2723  26.7798  0.0037  -0.0363  -0.0886
O  -1.9359  -6.5819  22.8422  0.005  0.014  -0.0691
O  18.489  -8.7414  23.707  0.0192  0.0601  -0.109
O  -8.721  7.664  18.2277  -0.0004  0.0287  -0.0517
O  9.1034  -5.437  17.7023  0.0247  0.0342  -0.0828
O  4.9079  -14.376  16.6474  -0.0061  -0.0292  -0.0759
O  -8.2516  18.8518  28.3584  -0.0288  -0.0375  -0.1276
O  -8.1966  -1.9965  34.78  -0.0251  0.0347  -0.0859
O  0.496  -5.4073  34.378  0.0395  0.0019  -0.1431
O  23.519  1.4739  27.4707  -0.0192  -0.0163  -0.0738
O  19.9206  2.2345  21.4111  0.0446  0.0002  -0.0965
O  14.8001  -1.6609  23.4198  0.0609  -0.0066  -0.1159
O  -26.6798  0.0585  23.5109  -0.0182  -0.0305  -0.1048
O  -1.4728  14.0785  32.6384  0.0213  -0.0202  -0.0698
O  5.4067  -0.1443  28.0744  0.016  -0.0001  -0.1588
O  8.5218  -4.1148  22.7347  0.0038  -0.0205  -0.0637
O  -3.5024  -12.1526  32.6546  0.0399  0.0344  -0.1037
O  -10.8936  11.0427  23.1925  -0.0213  -0.0057  -0.0767
O  -8.2691  -8.1514  34.4325  -0.0264  -0.0091  -0.1275
O  5.1546  6.0593  32.2255  -0.0564  0.0094  -0.0834
O  -12.9561  -27.275  20.4118  -0.0185  -0.0267  -0.1422
O  2.6917  0.3023  33.3995  -0.0028  0.0214  -0.065
O  -8.5091  0.2686  24.4495  -0.0082  0.0174  -0.0696

Results
free energy: -152235.134 eV
free energy less fixed offsets of N -386.36, O -570.45, Si -639.56 eV per atom: -2.614 eV

The program warned: the cutoff lies below the one the program advises for these potential files; the forces do not sum to zero within the program's tolerance; empty levels may hold ghost states of the PAW files; the exchange-correlation potential is rough where the density is thin.
